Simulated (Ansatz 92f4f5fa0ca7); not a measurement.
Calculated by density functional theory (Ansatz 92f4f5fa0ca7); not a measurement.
Periodic cell of 215 atoms, Si132O82B1, from a study of silicon, its oxide and their interface. The atomic structure is a simulated model.
Doubt: the cutoff is far below the 930 eV that the study's wrapper takes by default for these files, so forces and energies are approximate.

Settings: functional PBE; potential files Ansatz PAW; basis plane waves; wave-function cutoff 580 eV; density cutoff ratio 5; exchange-correlation grid ratio 1; k mesh 1 x 1 x 1, Gamma-centred; self-consistency stop 5e-08 eV per atom in the density residual; occupations fixed; spin none; net charge -1 e, with a uniform compensating background and no finite-size correction.

Cell vectors (angstrom)
a  10.938  0  0
b  0  10.938  0
c  0  0  31.5432

Atoms and the computed forces on them: element, x, y, z (angstrom), force x, y, z (eV/angstrom)
Si  10.4357  0.5744  24.3637  -0.0329  0.0535  0.1932
Si  6.0417  10.4997  24.1627  0.0636  -0.0467  0.232
Si  2.1302  3.2505  24.1013  -0.0196  0.0599  0.2174
Si  8.7055  2.2606  24.3236  0.0327  -0.0477  0.2232
Si  0.4982  5.0553  24.1791  0.0683  -0.0502  0.218
Si  5.0508  5.8967  24.2151  -0.0106  0.0405  0.2031
Si  3.3912  7.6542  24.1812  0.0008  -0.0237  0.2074
Si  7.8309  8.8277  24.0137  -0.0679  0.0028  0.2234
Si  1.3455  1.4814  25.4759  -0.0214  0.0298  0.0392
Si  6.9107  1.3076  25.508  0.0208  -0.0256  0.051
Si  4.0276  4.0991  25.3476  -0.0336  0  0.0144
Si  9.6611  4.1053  25.4382  0.0225  -0.0252  0.0317
Si  1.4867  6.8207  25.3868  0.0061  -0.0242  0.02
Si  6.8992  6.947  25.2664  -0.0023  0.0197  -0.0056
Si  4.2242  9.5413  25.3635  0.0189  -0.0177  0.0049
Si  9.5301  9.6402  25.4566  -0.0531  0.01  0.0571
Si  2.779  0.0129  26.6832  -0.0137  0.0233  -0.129
Si  8.21  -0.0268  26.9599  -0.0068  -0.0168  0.2136
Si  0.0138  2.7762  26.9363  0.0118  0.0047  0.204
Si  5.4443  2.7324  26.704  0.02  -0.0226  -0.1077
Si  2.7503  5.4395  26.852  0.0023  0.0054  0.1449
Si  8.2254  5.527  26.6691  0.0358  -0.0056  -0.121
Si  0.0307  8.2085  26.692  0.0177  0.0403  -0.1149
Si  5.5488  8.2011  26.8099  0.0068  0.0114  0.1082
Si  4.1056  1.3671  28.1187  -0.0086  0.0362  0.0953
Si  9.5848  1.3754  28.2832  -0.0055  -0.0069  -0.3605
Si  1.388  4.1346  28.2894  -0.0253  -0.0858  -0.3329
Si  6.829  4.1441  28.0427  -0.0006  -0.0451  0.1183
Si  4.157  6.8244  28.1646  -0.0913  0.0201  -0.0565
Si  9.5929  6.8522  28.099  -0.0269  0.01  0.1194
Si  1.3944  9.5902  28.0655  -0.0381  -0.0081  0.1109
Si  6.8287  9.532  28.289  0.0997  0.1055  -0.3214
Si  0.0434  -0.0176  29.5467  0.0528  -0.0606  0.0198
Si  5.4284  -0.0098  29.5475  -0.018  0.0476  0.0132
Si  2.7726  2.7409  29.5728  0.028  -0.0561  0.0233
Si  8.1653  2.7776  29.5023  -0.0594  0.0586  -0.0139
Si  0.0025  5.5209  29.5549  -0.0579  0.0293  0.0164
Si  5.5003  5.4572  29.5316  0.0566  -0.0637  -0.0167
Si  2.7464  8.218  29.4779  -0.0118  0.0139  -0.0796
Si  8.2167  8.1579  29.5769  0.0695  -0.0483  0.0308
Si  1.3907  1.3649  30.92  0.0039  0.0008  0.0189
Si  6.8025  1.3873  30.8601  0.0094  0.0168  0.0012
Si  4.1154  4.1422  30.9459  -0.0478  0.0012  0.0089
Si  9.5437  4.1326  30.8667  -0.0067  -0.0065  0.0039
Si  1.4192  6.8581  30.8951  0.0036  -0.0405  0.0002
Si  6.8112  6.8178  30.958  -0.0046  0.05  0.0171
Si  4.093  9.5295  30.9107  0.0383  -0.0144  0.0169
Si  9.5902  9.5505  30.9089  0.0152  0.0186  0.0096
Si  2.7421  -0.0356  0.7236  -0.0103  0.0449  -0.0069
Si  8.1502  -0.008  0.674  -0.0024  -0.0332  -0.0472
Si  -0.0173  2.7756  0.6863  0.0073  -0.009  -0.0384
Si  5.4768  2.7349  0.7271  0.0114  -0.0393  -0.0044
Si  2.8621  5.6372  0.8176  0.0586  0.083  0.0817
Si  8.1951  5.4394  0.7445  0.0261  -0.0281  0.0166
Si  0.0378  8.1846  0.7178  -0.037  0.0197  -0.012
Si  5.3065  8.0637  0.8243  -0.0824  -0.0427  0.0809
Si  4.1147  1.3382  2.0712  0.0373  -0.0163  0.0066
Si  9.5112  1.3865  2.0212  -0.0536  0.0814  -0.043
Si  1.3647  4.1873  2.0254  -0.0638  0.0874  -0.0543
Si  6.7866  4.1193  2.1187  0.0282  -0.0289  -0.014
B  4.0688  6.8633  2.0138  0.0264  -0.0339  0.0831
Si  9.5984  6.8074  2.0701  0.0449  -0.0609  0.0042
Si  1.4161  9.511  2.0897  0.0342  -0.0378  0.0348
Si  6.7707  9.5292  2.0416  -0.0236  0.0184  -0.0266
Si  -0.0547  -0.022  3.2952  0.1198  0.0134  0.3132
Si  5.4703  -0.0259  3.495  0.0102  0.0096  -0.0807
Si  2.6836  2.7422  3.3037  0.0247  -0.028  0.3351
Si  8.1642  2.7061  3.5017  0.0136  0.0491  -0.0627
Si  -0.0129  5.4623  3.5253  0.0188  -0.0305  -0.1134
Si  5.2884  5.635  3.184  -0.1084  0.0896  -0.0221
Si  2.882  8.0457  3.3175  0.103  -0.0932  -0.0926
Si  8.211  8.1894  3.3565  -0.0715  0.0131  0.1797
Si  1.2763  1.3679  4.6447  -0.0199  0.0275  -0.116
Si  6.8371  1.306  4.9073  -0.0283  0.0192  0.0703
Si  4.059  4.1721  4.5961  0.0029  -0.0566  -0.1421
Si  9.5289  4.0677  4.8836  -0.0225  -0.0406  0.1218
Si  1.4033  6.8722  4.8244  0.0578  0.0745  0.0825
Si  6.7772  6.8036  4.6328  0.0168  -0.0447  -0.1241
Si  4.0932  9.506  4.8147  -0.0942  -0.0314  0.0857
Si  9.5672  9.5713  4.7259  -0.0137  -0.0107  -0.0615
Si  2.6121  0.0096  6.0379  0.02  -0.0038  0.011
Si  8.2255  -0.1298  6.2587  -0.004  0.0011  -0.0044
Si  -0.0248  2.6485  6.1929  0.0257  0.0115  -0.0537
Si  5.3653  2.7936  6.0255  0.026  0.0094  -0.0669
Si  2.7443  5.4347  6.132  -0.0243  -0.0816  -0.023
Si  8.0678  5.4534  6.134  0.0107  -0.0137  -0.0549
Si  0.0171  8.2878  6.1782  -0.0242  -0.0118  0.0304
Si  5.5491  8.1514  6.139  0.0648  0.0406  -0.0171
Si  3.4895  1.8995  7.1261  -0.1462  0.1694  -0.2677
Si  10.0288  0.8202  7.4548  0.0602  -0.045  -0.2301
Si  1.7891  3.6362  7.3327  0.0567  -0.0414  -0.2613
Si  6.2085  4.5305  7.3569  -0.0156  0.0582  -0.2728
Si  4.6323  6.31  7.2512  0.0496  -0.0936  -0.2795
Si  9.1631  7.1967  7.2809  -0.0774  0.0911  -0.2317
Si  0.898  10.1425  7.4832  -0.0711  0.0325  -0.2889
Si  7.402  8.8879  7.4643  0.0496  -0.0362  -0.2599
O  4.5814  6.5874  8.8832  -0.1166  0.1205  0.3998
O  1.425  3.9636  8.9273  -0.0622  0.113  0.4532
O  9.7181  6.5545  8.7118  0.0821  -0.0671  0.3689
O  1.312  10.0868  9.1138  0.1418  -0.0454  0.3796
O  6.1098  4.2178  8.9962  0.0197  -0.1495  0.4467
O  3.7594  1.5397  8.7008  0.1108  -0.0903  0.3685
O  7.1267  8.9512  9.1147  -0.0683  0.1118  0.4484
O  9.667  1.065  9.0602  -0.1409  0.0592  0.3862
O  8.2621  2.5291  22.7557  -0.0873  0.0596  -0.3371
O  11.0019  5.5434  22.6534  -0.0489  0.0912  -0.34
O  5.6359  0.073  22.6451  -0.0712  0.108  -0.3371
O  5.2876  5.4048  22.6473  0.0628  -0.0565  -0.3228
O  2.1457  2.811  22.4935  0.0363  -0.1098  -0.3608
O  3.3249  7.8511  22.5269  -0.0614  0.0504  -0.3033
O  8.3801  8.7384  22.4335  0.1142  -0.0191  -0.3565
O  -0.1685  11.2308  22.7757  0.0837  -0.0735  -0.303
Si  2.1585  2.9879  12.8845  -0.0256  0.0192  -0.2866
Si  8.6898  1.2813  10.3425  0.0603  -0.0253  -0.4107
Si  1.0713  4.5026  15.3506  0.0144  -0.0245  -0.083
Si  7.557  5.5577  12.1878  -0.04  -0.0221  -0.2931
Si  2.4135  8.1843  21.225  0.0312  -0.0382  0.3118
Si  5.4225  7.7603  12.4677  0.0015  -0.0148  -0.3001
Si  9.2708  0.4548  15.4849  0.0243  0.0111  -0.0888
Si  2.9155  -0.0474  16.6541  0.032  -0.0056  0.047
Si  10.4714  1.1653  12.5914  -0.0217  0.0034  -0.2538
Si  7.768  2.831  21.2496  0.0232  -0.0421  0.3214
Si  9.1394  8.7864  14.4414  0.03  -0.0114  -0.1367
Si  1.4772  4.7829  10.3376  -0.0178  -0.0575  -0.4632
Si  4.4801  9.4877  19.1424  0.0042  -0.0035  0.1958
Si  11.0742  6.0966  21.1243  0.0116  -0.0119  0.3262
Si  6.6192  10.4457  14.8384  0.0166  -0.0203  -0.0716
Si  5.3887  0.7313  21.1867  0.0261  -0.0329  0.3188
Si  2.3492  9.803  10.3532  -0.0744  0.0314  -0.3516
Si  0.4275  10.6348  21.4073  -0.0524  0.0557  0.275
Si  5.8519  5.2523  21.141  -0.0244  0.0125  0.3465
Si  3.6478  7.0847  10.0969  0.0699  -0.0927  -0.3966
Si  9.0496  5.6822  14.8302  -0.0322  -0.0084  -0.1233
Si  3.6655  4.0768  19.0999  -0.0098  -0.0307  0.2132
Si  10.0287  3.665  19.3198  -0.0039  0.0156  0.2139
Si  4.2658  8.6592  15.3575  0.0186  -0.0084  -0.0979
Si  0.4573  1.9182  17.1555  -0.012  0.0216  0.082
Si  6.793  7.5333  19.2579  0.0164  0.0266  0.1918
Si  5.2576  3.6199  16.7398  -0.011  -0.0105  0.0443
Si  7.7857  5.0198  17.5225  0.0228  0.0246  0.0761
Si  6.685  9.892  10.3748  0.05  -0.0687  -0.3945
Si  4.3861  1.0422  10.086  -0.0911  0.0595  -0.3494
Si  -0.0265  9.0925  11.8777  0.067  -0.032  -0.2761
Si  9.0997  8.6294  20.9586  -0.0277  0.0367  0.3318
Si  4.553  1.6653  14.5733  -0.0409  0.0148  -0.1242
Si  2.4456  2.0856  21.0638  -0.046  0.0273  0.3453
Si  6.3372  3.3241  10.3397  -0.0079  0.0856  -0.3976
Si  3.4321  5.9144  16.7386  0.0042  -0.0059  0.0586
Si  9.8731  6.5443  10.3245  0.0265  -0.0408  -0.4083
O  0.1181  2.6259  18.5856  0.0241  -0.0332  -0.0852
O  2.933  9.6254  15.5764  -0.0098  0.0001  0.0133
O  10.8595  4.8068  20.1477  -0.0347  -0.0788  -0.14
O  7.5578  2.3488  9.9062  0.0131  0.0066  0.1389
O  10.9223  5.3468  10.7559  -0.0202  0.0085  0.1325
O  6.586  6.6884  12.8624  -0.0055  0.0206  0.0904
O  10.3172  8.0667  10.757  0.0301  0.0913  0.1504
O  7.6694  9.4552  13.9899  -0.012  0.0124  0.0507
O  8.4186  6.2156  10.9742  -0.0813  -0.0341  0.1692
O  5.3513  10.4985  20.0692  -0.0292  -0.0657  -0.1396
O  2.1643  3.7606  11.4311  0.049  -0.1082  0.2373
O  7.9734  8.5447  19.7749  -0.0676  -0.0334  -0.1317
O  6.2061  6.726  20.554  0.0224  0.0522  -0.1328
O  5.5082  2.7107  15.409  0.0084  0.009  0.0262
O  1.3027  0.9284  20.7217  0.0214  0.0077  -0.1057
O  6.0886  9.0083  11.6209  -0.0549  -0.0583  0.174
O  4.6083  4.9798  16.1084  0.0024  0.0059  -0.0117
O  6.5974  3.9101  17.6277  -0.0114  -0.0081  -0.0315
O  10.5597  10.6785  11.7981  -0.0169  0.0199  0.1018
O  5.5812  0.4959  13.9849  0.0092  -0.0055  0.0486
O  8.0227  5.1062  15.9282  -0.004  -0.0074  0.0063
O  9.7406  9.8164  15.5682  0.006  0.0055  0.0417
O  -0.3929  5.1443  15.1261  0.0087  -0.0029  0.0329
O  1.5679  6.8402  20.8101  -0.0055  -0.0018  -0.0975
O  1.5029  0.6344  17.1751  -0.0003  -0.0025  -0.0212
O  6.5937  1.7745  20.8273  -0.0068  0.0136  -0.1004
O  1.0066  1.8198  12.8298  0.0137  -0.0062  0.0792
O  3.2528  5.4911  18.3329  -0.0009  0.0314  -0.0823
O  9.5235  2.0051  11.5615  0.0629  0.0093  0.1739
O  1.0253  3.1009  16.1853  -0.0018  0.0017  0.0005
O  8.5946  5.1236  13.3692  0.0522  0  0.1524
O  10.2808  8.5893  13.2875  -0.0668  -0.0052  0.1545
O  1.4449  9.4013  21.7045  0.0072  -0.0111  -0.1044
O  10.0773  9.9333  20.6309  -0.015  -0.0217  -0.1038
O  3.1647  0.219  10.8422  -0.0062  0.0139  0.1417
O  5.0529  2.3792  10.7856  -0.0245  -0.0218  0.1269
O  1.7596  4.1657  13.9242  -0.0302  0.0449  0.1281
O  7.9599  10.8207  10.8314  -0.0134  0.0072  0.1314
O  9.1343  4.4732  18.2282  -0.0363  0.0191  -0.0747
O  5.6428  9.4945  15.7658  0.0019  0.0048  0.0223
O  5.5489  -0.0441  9.7994  0.0332  -0.0175  0.0596
O  3.5946  2.3116  13.3865  0.0517  -0.027  0.1075
O  1.9725  5.6522  16.0665  0.0007  0.01  -0.0012
O  9.7095  1.0445  14.0231  -0.0319  -0.0162  0.1441
O  4.3877  6.9339  11.527  0.0721  0.032  0.2001
O  4.7597  4.4791  20.2278  -0.0627  -0.0308  -0.1436
O  9.9586  1.3442  16.636  -0.0061  -0.011  0.0004
O  6.7012  4.2868  11.614  0.0457  0.0711  0.1714
O  5.5816  8.4068  18.5912  -0.0044  -0.0035  -0.0573
O  9.0676  2.7418  20.2676  0.0679  0.0301  -0.1424
O  3.6008  1.1278  15.7745  -0.0037  -0.0082  0.0248
O  4.2242  3.072  17.9098  0.0287  -0.0056  -0.0781
O  9.9135  7.2159  20.9092  0.0026  -0.0087  -0.0985
O  3.3725  8.6639  9.7997  -0.0027  0.016  0.1119
O  3.9427  7.4212  16.3783  -0.01  -0.0109  -0.0002
O  7.6369  0.4801  15.6899  -0.0022  0.008  0.0256
O  8.9372  7.297  15.0178  0.0007  -0.0013  0.0445
O  3.9291  1.4371  21.1816  0.0137  0.0009  -0.1028
O  1.5999  9.1256  11.6592  -0.0575  -0.0245  0.1392
O  2.3194  6.1621  10.1447  -0.0087  0.0264  0.1387
O  7.3492  6.4635  18.1528  0.0144  -0.0486  -0.0751
O  7.2191  4.3649  21.1522  -0.0043  0.0073  -0.1021
O  4.5617  8.222  13.7949  -0.0402  0.0314  0.1502
O  3.3316  8.6717  19.9756  0.068  0.0413  -0.1473
O  2.4993  3.2318  19.8824  0.038  0.0696  -0.1467
O  3.7382  10.358  17.9697  -0.0376  0.0314  -0.0896

Results
free energy: -130700.076 eV
free energy less fixed offsets of B -154.04, O -568.88, Si -635.61 eV per atom: 2.644 eV

The program warned: the cutoff lies below the one the program advises for these potential files; the forces do not sum to zero within the program's tolerance; the exchange-correlation potential is rough where the density is thin.
